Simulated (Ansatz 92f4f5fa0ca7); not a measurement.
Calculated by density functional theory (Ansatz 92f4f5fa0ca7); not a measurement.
Periodic cell of 253 atoms, Si144O109, from a study of silicon, its oxide and their interface. The atomic structure is a simulated model.
This geometry differs little from another in the collection (a relaxation step or a small displacement).

Settings
functional: r2SCAN
potential files: Ansatz PAW
basis: plane waves
wave-function cutoff: 800 eV
density cutoff ratio: 5
exchange-correlation grid ratio: 1
k mesh: 1 x 1 x 1, shifted by 0.5 0.5 0 of a step
self-consistency stop: 1e-10 eV per atom in the density residual
occupations: fixed
spin: none
net charge: 0

Cell vectors (angstrom)
a  10.88  0  0
b  0  10.88  0
c  0.7324  3.132  36.4798

Atoms and the computed forces on them: element, x, y, z (angstrom), force x, y, z (eV/angstrom)
Si  6.8768  2.7309  -2.05  -0.0046  0.0225  0.093
Si  -0.0883  3.7347  22.7825  0.0029  0.0229  0.1848
Si  3.7457  -0.3363  0.3492  -0.0111  -0.0108  0.0319
Si  1.1326  0.3397  -9.0344  0.0154  0.0278  0.1731
Si  4.6404  5.6071  -4.9883  0.0169  0.0254  0.1827
Si  -0.5041  3.6516  -4.0644  -0.0117  -0.003  0.1738
Si  -0.9202  10.0338  -1.9805  0.0173  -0.0077  0.0969
Si  4.2666  1.1885  -2.3405  -0.0001  0.0092  0.1199
Si  4.4757  5.9388  0.0452  0.0052  0.0032  0.0043
Si  6.1422  7.6587  0.2822  -0.0017  -0.0093  0.0327
Si  8.6611  10.6815  20.4747  -0.004  0.014  0.1226
Si  7.2804  3.0834  0.2178  0.0033  0.0004  -0.0022
Si  -2.0086  4.8874  0.0765  -0.0038  -0.0022  -0.0074
Si  2.0842  8.8218  0.1955  0.0084  0.0082  0.0023
Si  10.13  11.2472  0.0805  0.0032  0.0004  -0.0001
Si  0.8681  2.2193  0.1098  -0.0026  -0.0012  0.0006
Si  2.8109  6.9123  1.3867  -0.0059  -0.0036  -0.0025
Si  5.3749  9.4498  1.5808  0  0.0001  -0.0018
Si  2.6085  1.3524  1.4733  0.0044  -0.0015  -0.0014
Si  5.4567  4.1369  1.2959  -0.0039  -0.0029  -0.0006
Si  8.0381  6.7071  1.3418  -0.0011  0.0047  -0.0026
Si  11.0786  9.5828  1.4185  -0.0033  -0.002  0
Si  8.3076  12.1964  1.3412  -0.0024  -0.003  0.0014
Si  -0.1382  4.0082  1.2759  0.0035  0.0013  -0.0007
Si  1.3141  5.4543  2.545  0.0002  0.0003  -0.0001
Si  4.0388  8.1445  2.9631  0.0006  0.0013  -0.0005
Si  1.3835  0.0032  2.9426  -0.0003  0.0005  -0.0007
Si  4.078  2.758  2.6406  -0.0006  0  -0.0011
Si  6.7405  5.4228  2.819  0.001  -0.0008  -0.0005
Si  9.5474  8.1311  2.5685  0.0009  -0.0009  0.0015
Si  6.8675  10.8727  2.6813  0  -0.0004  0.0024
Si  9.5173  2.7002  2.8124  0.0003  -0.0007  -0.0017
Si  2.6964  4.1243  3.9729  0.0004  -0.0005  0
Si  5.4392  6.7828  4.1986  0.0006  -0.0006  0.0017
Si  2.7164  -1.3597  4.2761  -0.0002  -0.0006  0.002
Si  5.4568  1.3731  4.0203  0.0005  0  -0.0011
Si  8.126  4.0584  4.1391  0.0013  0  0.002
Si  -0.0109  6.7814  4.0034  0.0005  0.0001  0.0005
Si  8.2226  9.4947  4.0026  0.0012  -0.0001  0.001
Si  -0.0021  12.2654  4.182  -0.0005  0.0002  0.0024
Si  4.0247  5.4181  5.4389  -0.0005  -0.0001  -0.0012
Si  6.8551  8.1827  5.4123  0.0001  0.0002  0.0004
Si  4.141  0.0366  5.4858  0  0.0006  -0.0009
Si  6.7657  2.6963  5.4744  0.0007  0  -0.001
Si  -1.353  5.4432  5.4326  0.0002  -0.0009  -0.0006
Si  1.3081  8.112  5.4898  -0.0006  -0.0005  -0.0005
Si  -1.3689  10.8504  5.4375  -0.0003  -0.0001  -0.0009
Si  1.3993  2.7706  5.4154  0.0003  0.001  -0.0004
Si  2.7064  6.7615  6.8305  0.0005  -0.0007  -0.0003
Si  5.5152  9.5216  6.7998  0.0009  0  0.0001
Si  2.725  1.4022  6.7879  -0.0005  -0.0004  0.0001
Si  5.3754  4.0728  6.7999  -0.0004  0.0006  -0.0003
Si  8.1644  6.8273  6.7836  0.0007  0.0003  -0.0005
Si  -0.0346  9.5132  6.8196  -0.0001  0.0011  -0.0001
Si  8.1617  1.3196  6.7985  0.0004  -0.0009  0.0002
Si  0.0307  4.0808  6.7879  0.0014  0.0003  -0.0004
Si  1.3613  5.4049  8.1996  0.0001  0.0001  0.0005
Si  4.1292  8.1419  8.1198  0  -0.0005  0.0005
Si  1.3536  0.0211  8.1269  -0.0001  0.0012  -0.0006
Si  4.0233  2.7475  8.1855  0  0.001  -0.0003
Si  6.7629  5.4682  8.0987  0.0004  0.0006  -0.0005
Si  9.4819  8.1826  8.179  -0.0004  0.0001  -0.0001
Si  6.8445  10.8579  8.1955  -0.0003  -0.0008  0.0007
Si  9.5686  2.6732  8.1215  0.0011  0.0003  -0.0006
Si  2.6729  4.0486  9.633  -0.001  -0.0011  0.0019
Si  5.4485  6.7966  9.5567  0.0009  0.0004  0.0017
Si  2.7504  9.5256  9.4021  0  0.0006  0.0007
Si  5.4293  1.3705  9.4219  0.0005  0  0.0008
Si  8.1713  4.0871  9.3472  0.0019  0.0001  0.0006
Si  -0.0247  6.8036  9.4534  -0.0001  -0.0008  0.0014
Si  8.1922  9.5339  9.6243  0.001  0.0002  0.0021
Si  0.0274  1.3431  9.5838  0.0012  -0.0011  0.0005
Si  4.0644  5.4375  10.933  -0.0008  -0.0004  0.0025
Si  6.8182  8.1539  10.9546  0.0001  -0.0007  0.0043
Si  4.0758  10.9039  10.7497  -0.002  -0.0002  -0.001
Si  6.8131  2.7565  10.6681  0.0005  -0.0009  0.0016
Si  -1.3847  5.4059  10.7408  -0.0006  -0.0015  0.0012
Si  1.369  8.1717  10.7186  0.0003  0.0016  0.0003
Si  9.582  10.8814  11.0177  0.0015  0.0004  0.0011
Si  1.327  2.6749  11.0602  -0.0002  0.0011  0.0027
Si  2.6012  6.8142  12.1706  -0.0057  -0.0031  -0.0011
Si  5.3856  9.586  12.1696  -0.0006  0.0006  -0.0015
Si  2.808  1.2513  12.3157  0.0005  -0.0044  -0.0043
Si  5.513  4.028  12.1451  0.002  0.001  -0.0036
Si  -2.6491  6.7222  12.215  0.0057  0.0013  -0.001
Si  0.1739  9.4534  12.2762  0.0033  -0.0038  -0.0025
Si  8.0943  1.4882  12.1457  0.0004  0.0047  -0.003
Si  -0.1718  4.1009  12.2727  -0.0022  0.0051  -0.0021
Si  0.8761  5.8323  13.4977  0.0037  -0.0031  0.0011
Si  3.6719  8.5121  13.3589  0.0108  -0.0137  0.0365
Si  1.9633  -0.5662  13.6144  -0.0017  0.0017  0.0041
Si  4.3226  8.0372  17.874  -0.0061  -0.0003  0.1674
Si  7.1053  5.1029  13.498  -0.0141  0.0129  0.0367
Si  -0.7478  7.5558  13.3218  -0.0039  0.004  -0.0023
Si  6.3582  11.3839  13.3382  0.0138  -0.0115  0.0433
Si  -2.0363  3.2534  13.5278  0.0053  -0.0005  0.0048
Si  4.9278  3.3341  -6.8691  -0.0122  0.0179  0.1535
Si  2.6282  1.3268  -6.5375  0.0131  -0.0154  0.1811
Si  -0.9535  8.0735  15.5281  0.0021  0.0015  0.111
Si  -0.5691  1.6165  20.4418  0.0136  0.0037  0.138
Si  1.4237  9.0323  17.3725  0.0236  -0.0227  0.1514
Si  3.3302  5.7497  -2.0941  -0.0228  0.0094  0.1197
Si  5.8772  10.5389  -10.3966  0.0071  0.0482  0.1514
Si  4.5537  1.9867  18.6907  0.005  -0.0218  0.1677
Si  4.1201  9.8596  22.0707  0.0005  -0.0093  0.1661
Si  4.5672  7.1928  20.5552  0.0121  -0.0037  0.1801
Si  6.9615  5.9252  21.5759  0  0.0134  0.1331
Si  7.3882  8.2189  -2.4273  0.0159  -0.0155  0.1283
Si  -0.6209  4.7231  -11.6229  0.0153  0.0052  0.1996
Si  8.5832  10.3023  -11.3056  -0.0217  -0.0245  0.1744
Si  -0.9645  6.0456  17.5876  -0.0281  -0.0071  0.1592
Si  1.3125  0.5521  15.6214  0.0047  0.0135  0.1104
Si  -0.9676  2.7403  -9.1262  -0.0055  -0.0193  0.1886
Si  8.4493  5.2268  -2.2466  -0.0145  -0.0001  0.1033
Si  -0.9654  6.6921  22.2219  -0.0003  -0.0202  0.18
Si  4.4493  5.7519  23.0386  -0.02  -0.0078  0.1562
Si  7.5219  9.7195  15.6397  -0.0063  -0.0055  0.1305
Si  2.9158  3.0799  22.8467  0.0109  -0.0072  0.174
Si  -0.3475  8.1951  19.7352  -0.0242  0.0103  0.1879
Si  5.706  7.2129  15.3366  -0.0011  0.0183  0.1272
Si  6.302  10.4351  18.3585  -0.003  0.0299  0.1589
Si  3.4223  10.1705  -4.3519  0.0052  -0.0184  0.1693
Si  1.7839  8.5299  -2.1066  -0.0192  -0.0164  0.0966
Si  7.8053  10.2864  -6.3721  -0.0322  -0.0005  0.2114
Si  3.4144  6.8682  -9.9273  -0.0046  0.002  0.1968
Si  7.0254  1.7087  -8.382  -0.0022  0.0187  0.1832
Si  2.4652  1.063  20.6263  -0.001  0.0151  0.1643
Si  6.7757  2.958  20.5063  0.0052  0.0075  0.1696
Si  3.3547  3.0023  16.0978  0.0122  -0.003  0.1417
Si  -1.0332  2.5034  15.4984  -0.0089  -0.0019  0.1171
Si  5.7786  8.4098  -5.0965  -0.0059  -0.0041  0.158
Si  0.6231  3.7681  -6.7438  0.0087  0.0156  0.1877
Si  4.6642  2.2481  13.4225  -0.0078  0.0119  0.0438
Si  2.9784  5.4737  -7.3795  0.005  -0.0433  0.186
Si  6.1803  7.7163  -10.7787  -0.006  -0.0164  0.176
Si  8.9965  3.1291  18.2788  -0.0077  -0.0185  0.189
Si  8.8377  1.0735  -3.8835  0.0187  0.0175  0.1629
Si  6.8353  0.516  22.5412  -0.0288  -0.008  0.2128
Si  2.4378  4.9348  -11.9972  -0.0378  0.0129  0.1708
Si  9.0516  7.4463  -10.6876  0.0128  0.0198  0.1421
Si  -1.2083  9.4501  -8.6314  0.0016  0.0166  0.1878
Si  1.7263  2.9502  -1.9591  0.007  0.0014  0.1048
Si  1.0622  4.9338  15.7363  -0.0031  -0.0069  0.1046
Si  2.9247  9.783  -11.0551  -0.0047  0.011  0.179
O  2.3125  0.7144  -7.9954  -0.0415  -0.0277  -0.1216
O  5.6816  6.8085  -5.3262  -0.0057  -0.0105  -0.0507
O  2.2878  6.9928  -2.3926  0.0002  -0.0054  -0.0502
O  6.3154  8.2375  -1.2359  0.0212  0.0129  -0.0763
O  0.9395  8.7382  18.9029  0.0313  0.0155  -0.1009
O  4.3367  7.6572  14.6027  -0.0278  0.0179  -0.0612
O  8.9659  8.755  -11.6696  -0.0027  0.0127  -0.0693
O  7.1483  4.4096  21.0831  -0.0005  -0.037  -0.0596
O  8.9174  2.3729  16.8463  0.0224  -0.0126  -0.1295
O  5.5767  0.9484  18.0025  0.0031  -0.0052  -0.0549
O  6.7976  8.3832  15.085  -0.0011  -0.0079  -0.0454
O  3.2238  6.7535  -8.3231  0.0094  0.0407  -0.1281
O  8.5274  9.2924  -2.063  -0.0198  -0.0098  -0.0462
O  1.4871  3.7567  23.0903  -0.0095  -0.0052  -0.0608
O  6.0642  5.9065  22.9406  0.0267  0.0005  -0.074
O  7.2762  9.9697  17.1925  0.0291  -0.0205  -0.1103
O  5.3117  2.4116  -2.3046  -0.0118  -0.0081  -0.0392
O  7.7368  2.7365  19.218  0.0401  0.0074  -0.0958
O  6.1168  6.7293  20.4566  -0.0156  0.0136  -0.069
O  0.56  5.7266  17.0883  0.0319  -0.0142  -0.0844
O  4.4134  0.2278  -1.0492  0.0097  0.0253  -0.076
O  0.6329  2.998  -3.135  -0.0396  0.0149  -0.0947
O  2.8712  8.3224  -10.3714  -0.0002  0.0252  -0.0634
O  6.1538  9.0361  -9.8019  -0.0002  -0.0165  -0.0678
O  8.0259  6.7453  -2.5933  -0.0068  0.0191  -0.0437
O  7.2438  10.7026  19.6484  -0.0465  -0.0144  -0.0983
O  2.5001  9.5196  -3.1851  0.0348  0.0342  -0.0939
O  3.7409  9.1944  23.4857  0.0275  0.036  -0.1221
O  4.4873  2.8206  14.9651  0.0222  -0.0137  -0.0798
O  2.848  10.6637  21.523  -0.0183  0.0207  -0.0773
O  6.1071  8.2376  -12.3149  -0.0014  0.0148  -0.161
O  4.4923  0.2956  -3.6598  -0.0105  -0.0256  -0.0769
O  8.103  10.5114  22.0191  0.0398  -0.004  -0.1032
O  -1.4021  9.3964  19.9417  0.0164  -0.0252  -0.0564
O  -1.2426  7.952  -9.2517  -0.0136  -0.0324  -0.0909
O  -0.611  2.596  19.1337  -0.0193  0.0403  -0.1036
O  2.7916  1.8236  -2.4111  0.0173  -0.0105  -0.0447
O  4.0035  4.2855  -7.7989  -0.0119  0.0166  -0.0694
O  6.3416  5.8106  14.814  0.021  -0.0303  -0.0556
O  2.5112  9.6178  -12.6037  -0.0196  0.0206  -0.1232
O  -1.2108  4.8127  -3.2066  0.0359  -0.0273  -0.0833
O  -0.7913  3.8399  -10.284  0.0087  0.0583  -0.1299
O  9.2692  4.1677  -12.7632  -0.0323  -0.0299  -0.1313
O  -0.8337  0.2945  -3.1317  -0.0274  0.0333  -0.0888
O  3.3082  1.1157  19.2565  0.0354  0.0145  -0.0923
O  8.921  10.4255  -9.709  -0.0209  0.0075  -0.1162
O  7.3713  0.6994  -7.1919  -0.0105  0.0381  -0.1091
O  4.2889  5.5822  -3.4019  0.0369  -0.0064  -0.1416
O  8.9843  9.5267  -7.1742  0.0461  -0.0161  -0.1228
O  1.5233  2.4877  -6.2958  0.0009  -0.0019  -0.0586
O  0.8752  4.6296  -12.2083  0.0198  -0.0029  -0.0561
O  1.8326  10.7694  -10.4035  0.0371  -0.0324  -0.1032
O  4.9582  6.7487  -10.3896  0.0247  0.0119  -0.065
O  4.2675  8.9901  -5.0559  0.0139  -0.0076  -0.0554
O  3.8904  7.0831  19.1091  -0.0101  0.0232  -0.1172
O  6.2474  2.9573  -7.7053  0.0342  -0.0264  -0.0733
O  7.7307  1.5488  -2.7838  0.0318  -0.0316  -0.0774
O  9.1859  6.8732  16.3848  0.0008  0.0322  -0.0868
O  -0.0573  7.5941  21.2177  0.0149  0.0381  -0.1196
O  7.2113  4.2192  -2.6472  -0.0052  0.0019  -0.0501
O  -0.9837  6.9805  18.8948  -0.0037  -0.0399  -0.103
O  4.0346  3.0065  17.5627  -0.032  0.0296  -0.1108
O  0.1205  1.5587  -9.3474  -0.0036  -0.0041  -0.0583
O  7.0327  10.7294  -11.5214  0.0221  -0.0029  -0.0708
O  2.3128  1.7914  15.9101  -0.0155  -0.0201  -0.0498
O  -0.4666  5.1638  22.1638  -0.0082  0.0161  -0.0622
O  5.2792  2.7943  19.9071  -0.0295  -0.0164  -0.082
O  8.2548  0.0036  -4.9349  -0.0307  -0.0435  -0.1324
O  6.5801  8.6669  -3.7257  -0.0359  0.0073  -0.1025
O  9.1122  9.4807  15.5556  0.0137  -0.0125  -0.0421
O  0.1839  8.857  -2.268  -0.0013  -0.0034  -0.0442
O  2.5516  0.1446  -5.4224  -0.0208  0.0527  -0.1078
O  9.4076  2.4361  -4.5475  0.0051  0.0045  -0.0606
O  6.9849  0.1127  14.8216  -0.018  0.0293  -0.0722
O  4.0494  4.1954  23.1262  0.0038  0.0149  -0.0535
O  0.0708  3.6558  15.7715  -0.0043  -0.0001  -0.0541
O  -0.6261  3.3674  -7.6728  -0.0378  -0.0243  -0.1191
O  3.2109  3.5194  -12.1909  0.0235  -0.0287  -0.0838
O  6.9926  1.9528  21.7774  0.0032  0.0393  -0.096
O  -0.5859  2.5492  21.7961  -0.0174  -0.0604  -0.1183
O  4.3698  10.5039  -10.95  -0.0206  -0.0092  -0.0593
O  -0.9153  6.2793  -11.2858  0.01  -0.0273  -0.0605
O  8.3671  2.2512  -9.1057  0.0281  0.0086  -0.064
O  2.4384  4.4099  -1.8518  -0.0001  0.0013  -0.0418
O  2.6299  5.5857  -10.5262  -0.0133  -0.0358  -0.1114
O  6.0317  0.8967  -9.3721  -0.027  -0.0584  -0.1021
O  9.0946  4.715  17.989  0.0159  0.0257  -0.0608
O  2.857  2.442  21.3798  -0.0062  -0.0451  -0.106
O  6.6094  9.2076  -6.223  0.037  0.0304  -0.0791
O  -0.1857  1.1235  15.3142  0.0039  -0.0023  -0.0429
O  4.5326  8.7079  21.0561  0.0079  -0.0329  -0.0725
O  0.4829  8.3145  16.2656  -0.035  -0.0135  -0.0819
O  3.2709  5.8624  -5.8284  -0.0319  -0.0081  -0.1103
O  5.1615  9.2922  18.4774  -0.0024  -0.0086  -0.0606
O  5.2798  7.1694  16.8982  0.0289  -0.0186  -0.0993
O  9.4021  0.4275  -12.2313  0.0362  0.029  -0.1241
O  7.5397  6.8893  -10.5132  -0.0077  0.006  -0.0519
O  5.261  4.189  -5.5093  -0.0036  -0.0389  -0.0898
O  2.59  4.423  15.9364  -0.0179  0.0145  -0.0416
O  3.7897  6.2885  21.6506  0.0024  0.0287  -0.0987
O  2.9557  8.5437  17.1739  -0.0251  0.011  -0.0547
O  8.3542  6.6866  21.8004  -0.016  -0.0019  -0.0526
O  4.1118  1.9796  -6.4879  0.0077  0.0102  -0.051
O  0.0729  4.3893  -5.3638  0.0346  0.0017  -0.1257
O  1.3186  10.6066  17.0301  -0.0011  0.028  -0.0851
O  0.3057  9.9669  -8.4329  -0.004  -0.0001  -0.0627
O  5.3736  10.8542  22.1574  -0.0061  -0.0044  -0.0579
O  1.4775  4.9024  -7.5086  0.0106  0.019  -0.0644
O  0.8861  0.9084  20.373  -0.0097  -0.0048  -0.0455

Results
free energy: -154282.242 eV
free energy less fixed offsets of O -570.45, Si -639.56 eV per atom: -6.552 eV

The program warned: the cutoff lies below the one the program advises for these potential files; the forces do not sum to zero within the program's tolerance; empty levels may hold ghost states of the PAW files; the exchange-correlation potential is rough where the density is thin.
